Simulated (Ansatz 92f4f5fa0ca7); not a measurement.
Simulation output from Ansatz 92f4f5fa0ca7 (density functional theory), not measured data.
Periodic cell of 226 atoms, Si133O92B1, from a study of silicon, its oxide and their interface. The atomic structure is a simulated model.
Doubt: the cutoff is far below the 930 eV that the study's wrapper takes by default for these files, so forces and energies are approximate.
This geometry differs little from another in the collection (a relaxation step or a small displacement).

Settings
functional: PBE
potential files: Ansatz PAW
basis: plane waves
wave-function cutoff: 580 eV
density cutoff ratio: 5
exchange-correlation grid ratio: 1
k mesh: 1 x 1 x 1, Gamma-centred
self-consistency stop: 5e-08 eV per atom in the density residual
occupations: fixed
spin: none
net charge: -1 e, with a uniform compensating background and no finite-size correction

Cell vectors (angstrom)
a  10.938  0  0
b  0  10.938  0
c  0  0  31.9494

Atoms and the computed forces on them: element, x, y, z (angstrom), force x, y, z (eV/angstrom)
Si  10.6254  0.0026  24.4347  0.015  0.0119  0.0342
Si  5.073  0.1256  24.6793  -0.0024  0.0047  0.0278
Si  2.8176  2.2921  24.546  -0.002  -0.0024  0.0266
Si  8.5696  2.4375  24.5812  -0.0067  -0.0091  0.0297
Si  10.7019  5.5852  24.3539  -0.0081  -0.0067  0.0386
Si  5.1569  5.6149  24.4678  -0.002  0.006  0.0259
Si  2.987  7.9522  24.4232  0.0008  0.0028  0.0453
Si  8.4133  7.8297  24.4337  -0.0049  -0.0131  0.0278
Si  1.2907  1.1323  25.8618  0.0022  -0.0059  -0.0042
Si  6.8131  1.329  25.7583  0.0124  0.0018  -0.0148
Si  3.9823  4.0106  25.748  -0.0028  0.0071  -0.0105
Si  9.683  4.0228  25.8805  0.0097  0.0015  -0.0061
Si  1.3348  6.7931  25.6874  0.01  0.002  -0.0163
Si  6.8018  6.7228  25.7737  -0.0003  0.0033  -0.0026
Si  3.9994  9.4685  25.9769  0.0004  -0.0061  -0.0087
Si  9.4808  9.4406  25.8165  0.0033  0.0027  -0.0124
Si  2.634  -0.1318  27.3167  -0.0117  0.0003  0.0033
Si  8.142  -0.0647  27.1654  -0.0221  -0.0099  0.0017
Si  0.0786  2.6529  27.2421  0.0061  0.0066  -0.0032
Si  5.45  2.723  27.1325  0.0082  0.0041  -0.0045
Si  2.6657  5.417  27.1305  -0.0084  -0.015  -0.0059
Si  8.1876  5.3746  27.1674  -0.0042  -0.0022  -0.0132
Si  0.0092  8.1536  27.1522  -0.0073  -0.0065  -0.0052
Si  5.51  8.1424  27.2082  0.004  0.0015  -0.006
Si  4.0881  1.3324  28.5232  -0.0179  -0.0141  0.0077
Si  9.5435  1.3126  28.537  0.0103  0.0139  0.0036
Si  1.3948  4.0675  28.5967  -0.0209  0.0023  -0.0151
Si  6.8018  4.0612  28.5548  -0.0004  0.0038  -0.0051
Si  4.0788  6.7744  28.5144  0.0059  0.0195  0.0042
Si  9.559  6.7875  28.5144  -0.0081  0.0058  0.0097
Si  1.2861  9.4782  28.6559  0.0236  0.0247  -0.0318
Si  6.8274  9.5396  28.5892  -0.0021  0.0008  -0.015
Si  -0.0438  -0.0257  29.9682  -0.0153  0.0062  0.0119
Si  5.4553  -0.0089  29.9222  0.0052  0.0069  0.0013
Si  2.78  2.7196  29.9395  0.0088  -0.0086  0.0005
Si  8.1881  2.7071  29.9045  0.0063  -0.0104  0.0027
Si  -0.0172  5.4402  29.9195  0.0135  -0.0008  0.0007
Si  5.4492  5.449  29.9244  -0.005  -0.0008  0.0042
Si  2.7335  8.1434  29.9338  0.0098  -0.0247  0.0109
Si  8.2253  8.1869  29.9211  0.0073  -0.0066  -0.0029
Si  1.3647  1.3797  31.2819  0.005  0.0009  -0.003
Si  6.8267  1.3712  31.2909  -0.0064  0  0.0031
Si  4.1168  4.0905  31.3357  0.0015  -0.0023  0.0058
Si  9.5479  4.0871  31.287  -0.0023  0.0052  -0.0032
Si  1.356  6.8093  31.303  -0.0062  0.0035  0.0024
Si  6.83  6.8432  31.2739  0.0028  0.0002  -0.0014
Si  4.0872  9.5619  31.2807  -0.0033  0.0086  -0.0027
Si  9.5514  9.5529  31.3488  0.0021  -0.0036  0.0065
Si  2.7416  0.0199  0.6961  0.0024  -0.0022  0.0062
Si  8.2074  0.0505  0.7281  0.0018  0.0025  -0.0009
Si  0.0112  2.7576  0.7165  -0.0041  -0.0071  -0.0013
Si  5.5166  2.7585  0.756  0.0001  0.0064  0.0017
Si  2.7156  5.4624  0.7337  -0.0002  -0.0058  -0.0014
Si  8.2059  5.4979  0.7021  -0.0033  -0.0065  0.0002
Si  0.0139  8.1905  0.7536  0.0019  0  0.0025
Si  5.4778  8.2303  0.7071  0.0011  -0.0057  0.0038
Si  4.1061  1.396  2.0793  0.0008  0.0054  -0.0055
Si  9.5811  1.4292  2.1092  -0.0073  -0.0088  -0.0015
Si  1.3101  4.1638  2.1274  -0.0047  0.0252  -0.0087
Si  6.9007  4.1429  2.1183  -0.0235  -0.0146  -0.0079
Si  4.0938  6.859  2.0601  -0.0043  0.0084  -0.0042
Si  9.5949  6.8047  2.1271  0.0148  0.0184  -0.0216
Si  1.3754  9.6203  2.0781  -0.0108  0.0055  -0.0043
Si  6.8379  9.6351  2.0673  -0.0092  0.017  -0.0088
Si  0.0308  0.061  3.4691  0.0027  -0.0214  -0.0144
Si  5.504  0.0736  3.4612  0.0043  0.0057  -0.013
Si  2.7113  2.7825  3.4084  0.0278  -0.0191  0.0015
Si  8.4137  2.9535  3.52  0.0631  0.0992  0.0132
Si  -0.1272  5.3771  3.6314  0.035  0.0377  -0.0537
Si  5.4895  5.5373  3.4323  0.0013  -0.0293  -0.0027
Si  2.7216  8.232  3.418  -0.0078  -0.001  0.0044
Si  8.2465  8.2863  3.3834  -0.025  -0.0409  0.0221
Si  1.3352  1.5088  4.8419  0.0107  -0.0142  0.0302
Si  6.9561  1.5379  4.7083  -0.0035  -0.0028  0.0006
Si  4.0679  4.1635  4.7585  0.0079  0.0046  -0.0017
B  9.5958  4.1365  4.7628  -0.0128  -0.2612  0.086
Si  1.3137  6.9396  4.8369  0.0376  0.0112  -0.0192
Si  6.904  6.9407  4.74  0.024  0.0321  0.007
Si  4.103  9.5918  4.783  0.0056  -0.0133  0.041
Si  9.6253  9.5888  4.8238  0.0042  0.0318  0.0081
Si  2.7484  0.0741  6.117  0.0043  0.0089  -0.0131
Si  8.3019  0.1415  6.0617  -0.0114  -0.0262  0.0583
Si  -0.1419  2.955  6.1083  -0.0555  0.1167  -0.0446
Si  5.5305  2.848  6.0711  -0.0146  0.0018  0.0276
Si  2.7518  5.6032  6.1303  0.0143  -0.012  0.0518
Si  8.3984  5.4521  5.8162  -0.036  0.0266  0.0022
Si  0.0381  8.3199  6.3632  -0.0339  -0.0174  0.0411
Si  5.5372  8.2993  6.1883  -0.0086  0.0106  0.0203
Si  4.4319  1.1869  7.3163  0.0212  -0.0133  -0.0677
Si  9.8223  1.243  7.529  -0.0234  -0.0029  -0.0799
Si  1.1305  4.4934  7.4315  0.0255  -0.0132  -0.0553
Si  6.7056  4.5741  7.1744  -0.0259  -0.007  -0.0433
Si  4.3498  6.7186  7.5017  -0.031  0.0416  -0.116
Si  9.7172  6.5849  7.4384  0.0246  0.0371  -0.0346
Si  1.2684  9.9854  7.6688  0.0032  0.016  -0.0385
Si  6.7381  9.9724  7.3793  -0.0033  -0.0104  -0.0915
O  9.5883  1.2443  23.9891  -0.0101  0.0003  -0.0054
O  4.1073  6.8057  23.9521  -0.0015  -0.007  -0.0091
O  4.0072  1.2379  24.0398  0.0021  0.0003  -0.0046
O  9.5311  6.6983  23.9042  0.001  0.0023  -0.0077
O  -0.0173  5.5672  8.0192  -0.004  0.0133  -0.0038
O  5.5664  0.1074  7.8761  0.0108  0.0251  0.0435
O  0.0992  0.1969  8.0754  0.0165  -0.0346  0.0305
O  5.5918  5.6502  7.8029  0.0056  -0.0259  0.0613
O  7.6233  4.0564  8.4311  0  -0.002  0.0027
O  8.6897  7.0416  8.6863  -0.0195  0.0099  0.0347
O  2.1675  9.4794  9.0181  0.0051  -0.0066  0.0168
O  8.8897  1.7315  8.8525  -0.0108  0.0124  0.0274
O  7.6193  9.4912  8.6984  0.0158  -0.0153  0.0291
O  3.6543  1.7859  8.634  -0.0027  -0.007  0.0084
O  3.6113  7.2446  8.9164  -0.0037  0.0059  0.0361
O  2.0139  3.9205  8.7279  -0.0075  0.014  0.0286
O  8.1446  3.4858  23.3652  -0.0074  0.007  -0.0138
O  0.4378  4.9224  22.9638  0.0109  -0.012  -0.0195
O  1.9014  2.7334  23.2451  -0.0088  0.007  -0.0171
O  5.8332  4.9111  23.1278  0.0135  -0.0132  -0.0166
O  5.5178  9.9994  23.5031  0.0068  -0.0047  -0.0108
O  2.4451  8.6871  23.0309  -0.0116  0.0103  -0.0239
O  0.1906  10.073  23.0913  0.0089  -0.0126  -0.0225
O  7.7776  8.5685  23.0839  -0.0111  0.0146  -0.0153
Si  8.6619  7.6981  18.4445  0  -0.0006  0.0036
Si  8.7824  6.3405  13.6222  0.0008  0.0004  -0.0068
Si  3.8048  1.5363  14.7045  -0.0015  -0.0007  -0.0066
Si  2.135  5.7426  17.6244  -0.0014  -0.0008  0.0027
Si  2.4114  3.1404  19.4984  -0.0011  -0.0002  0.0074
Si  9.8099  9.0011  12.0447  -0.001  -0.0006  -0.0096
Si  1.3318  9.4192  22.0913  -0.0005  -0.0013  0.0184
Si  9.1843  0.9376  13.1703  0.0008  0.0005  -0.0065
Si  1.4244  5.0519  13.0213  0.0015  -0.0009  -0.0081
Si  1.7973  8.2493  12.7833  0.0015  0.0004  -0.0088
Si  6.6477  9.5537  22.4388  0.0031  -0.0055  0.0093
Si  4.5262  4.5979  15.6904  0.0004  0.0008  -0.0036
Si  8.208  3.0553  9.5359  0.0176  -0.0169  -0.0062
Si  0.8458  8.2431  19.2683  0  0.002  0.0085
Si  6.9514  1.3472  21.097  0.0014  0.0002  0.0051
Si  8.2173  8.2958  9.6228  0.0008  0.0015  -0.0241
Si  10.8855  5.2057  15.6035  0.0004  -0.0012  -0.0036
Si  7.5751  9.4945  16.3103  -0.0001  -0.0009  -0.0022
Si  9.9307  2.0501  20.2947  0.0003  0  0.0075
Si  3.2136  8.5285  9.8764  -0.0007  -0.0083  -0.0206
Si  6.6925  3.3522  17.4073  0.0009  0  0.0019
Si  1.1681  0.2033  19.8087  0.0009  -0.0008  0.0068
Si  3.2335  2.8185  12.2638  -0.0043  0.0018  -0.0085
Si  7.2188  5.395  19.6919  0.0002  -0.0006  0.0078
Si  5.7489  8.6647  11.5139  -0.0016  0.0011  -0.0078
Si  5.7818  6.0695  13.1736  0.0001  0.0002  -0.0069
Si  4.6403  9.7066  17.6146  -0.0002  -0.0008  0.0023
Si  1.0158  3.5917  22.1865  0.0008  0.0053  0.0158
Si  4.8973  1.4831  18.8047  -0.0005  0.0003  0.005
Si  3.167  3.0705  9.4778  -0.0045  0.0102  0.0027
Si  6.4616  10.8071  13.7722  0.0009  -0.0007  -0.0076
Si  10.3576  0.1069  15.9541  -0.0005  0  -0.0035
Si  5.6409  3.6705  11.0967  -0.0034  0.0002  -0.0069
Si  9.8416  3.8796  11.8993  -0.0009  0.0004  -0.0095
Si  2.3524  9.9197  15.522  0.0001  -0.0009  -0.0035
Si  6.0791  8.1277  19.8027  -0.0001  0.0003  0.0068
Si  6.9371  3.9724  22.3898  -0.0034  0.0063  0.0118
Si  9.7528  2.772  17.3559  -0.0003  -0.0004  0.0023
O  7.1908  6.3665  13.9576  -0.0006  -0.0004  0.0034
O  1.8855  7.0539  18.6785  0.0013  -0.0028  -0.0027
O  10.2879  4.0347  16.5227  -0.0002  0.0015  0.0005
O  6.1751  9.9613  17.0501  0.0017  0.0001  -0.0001
O  10.1588  0.6683  14.4438  -0.0002  0.0005  0.0014
O  8.449  6.1174  18.8663  0.0005  0.0012  -0.0015
O  5.1835  0.6818  14.413  0  0.0005  0.0041
O  5.717  2.0588  17.527  0.001  0.0008  -0.0014
O  8.3451  1.934  20.5408  0.0011  -0.0003  -0.0017
O  1.9935  4.2954  18.4051  0.0003  0.0031  -0.0027
O  6.9432  2.8223  10.5775  -0.0055  -0.0033  0.0069
O  4.8668  2.7099  12.1707  0.003  -0.0016  0.0038
O  6.0249  4.3942  16.3435  -0.0014  0.0008  0
O  4.5117  3.9536  9.9142  0.0116  0.0053  0.0056
O  10.6884  2.7676  21.5499  -0.0026  -0.0028  -0.0058
O  9.7166  6.1589  14.9675  -0.0008  0.0006  0.0026
O  6.0105  6.491  19.8413  -0.0002  0.0001  -0.0017
O  4.0864  0.1702  18.2739  0.0003  -0.0011  -0.0013
O  9.2548  10.5258  12.2481  -0.0003  0.0022  0.0042
O  2.8552  4.3544  12.7083  -0.0001  0.0023  0.0037
O  1.9134  10.6986  21.2143  -0.0001  0.0032  -0.0067
O  3.99  2.7185  19.3886  0.0011  -0.001  -0.0017
O  0.7431  10.0392  15.9594  0.0006  -0.0003  0.0022
O  1.2818  9.7992  18.8385  0.0001  -0.0005  -0.0032
O  1.7116  1.6592  19.2759  0.0006  0  -0.0014
O  8.9499  10.3804  16.4899  -0.0001  -0.0002  0.0016
O  4.8806  8.5847  18.7853  -0.0011  0.0012  -0.0031
O  9.5669  8.7073  10.4604  0.0047  0.0013  0.0081
O  6.7472  4.0935  18.8539  -0.0006  -0.0016  -0.0038
O  2.8551  1.7177  13.3793  0.0007  -0.002  0.0066
O  5.8289  8.7772  21.2647  -0.0015  -0.0026  -0.007
O  2.512  2.4671  10.8567  -0.0029  -0.0066  0.0217
O  7.6139  4.8471  21.1773  0.0011  0.0028  -0.0074
O  5.2111  7.4803  12.5392  0.0004  -0.0006  0.0038
O  0.4252  9.0508  12.4793  -0.0006  -0.0002  0.0036
O  7.5966  1.0407  13.566  -0.0001  -0.0009  0.0036
O  7.1124  9.6248  14.741  -0.0005  -0.0001  0.0029
O  8.9764  4.993  12.7199  0  0.0013  0.0043
O  8.0949  8.0336  16.9154  -0.0009  0.0014  -0.0005
O  6.2179  2.5754  21.9015  0.0001  -0.0038  -0.0037
O  2.456  9.0658  14.0875  -0.0002  -0.0007  0.0019
O  0.4207  4.4833  11.8696  0.0004  0.0003  0.0017
O  0.8177  8.3159  20.9388  -0.0014  -0.0026  -0.0096
O  9.3803  3.8294  10.3543  0.0055  0.0051  0.0087
O  9.6738  2.3602  12.5209  -0.0003  -0.0012  0.0033
O  7.625  8.5653  19.3948  0.0024  -0.0003  -0.0024
O  2.5507  8.1671  11.3379  -0.0029  -0.001  0.0087
O  3.9888  3.0518  15.3586  0.0002  0.0001  0.0027
O  0.8416  4.4959  14.4422  0.0005  -0.0001  0.0026
O  10.053  2.9837  18.9486  -0.0007  0.001  -0.0041
O  9.147  7.7783  12.9268  0.0003  -0.0012  0.0042
O  10.5134  0.5288  20.0744  0.0003  -0.0003  -0.002
O  6.0183  5.0423  11.9083  -0.0003  0.0024  0.0038
O  8.1504  2.7463  17.0109  0.0003  0.0002  0.0003
O  3.5268  5.4705  16.7148  0.0012  -0.0005  0.0003
O  4.6566  9.1524  10.3839  0.004  0.0018  0.0067
O  1.5393  6.673  13.1694  -0.0001  0.0006  0.0036
O  4.7622  5.4907  14.3313  0.001  -0.0002  0.0025
O  2.0381  3.8515  20.9257  0.0023  -0.0011  -0.0072
O  10.5463  1.4095  16.9244  0.0007  -0.0011  0.0005
O  0.9376  6.0704  16.5613  -0.0005  0.0001  0.0007
O  7.3382  10.947  21.9364  -0.0001  0.0034  -0.003
O  5.9278  0.9104  19.9222  -0.003  0  -0.0037
O  6.0853  10.0139  12.3926  0.0003  0.0006  0.0033
O  2.8568  0.5419  15.5752  0.0002  0.0011  0.0024
O  7.0458  8.0007  10.7455  -0.0044  -0.0022  0.0072
O  10.2481  8.0147  18.6924  -0.0014  -0.0004  -0.0015
O  3.4573  9.1996  16.5615  -0.0008  0.0002  -0.0003

Results
free energy: -137022.765 eV
free energy less fixed offsets of B -154.04, O -568.88, Si -635.61 eV per atom: 4.365 eV

The program warned: the cutoff lies below the one the program advises for these potential files; the exchange-correlation potential is rough where the density is thin.
